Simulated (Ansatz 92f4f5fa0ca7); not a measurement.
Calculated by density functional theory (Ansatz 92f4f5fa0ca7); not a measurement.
Periodic cell of 315 atoms, Si221O94, from a study of silicon, its oxide and their interface. The atomic structure is a simulated model.

Settings: functional PBE; potential files Ansatz PAW; basis plane waves; wave-function cutoff 700 eV; density cutoff ratio 5; exchange-correlation grid ratio 1; k mesh 2 x 2 x 1, shifted by 0.5 0.5 0.5 of a step; self-consistency stop 5e-08 eV per atom in the density residual; occupations fixed; spin none; net charge 0.

Cell vectors (angstrom)
a 11.6015 0 0
b 0 10.938 0
c 0 0 44.1548

Atoms and the computed forces on them: element, x, y, z (angstrom), force x, y, z (eV/angstrom)
Si 0 0 43.1863 -0.0055 -0.0022 0.0049
Si 3.8672 0 43.1863 -0.0068 -0.0133 0.0051
Si 7.7343 0 43.1863 -0.0081 -0.0013 0.0055
Si 1.9336 1.3673 43.1863 -0.0038 0.0011 -0.0065
Si 5.8008 1.3673 43.1863 -0.0085 0.0083 -0.0021
Si 9.6679 1.3673 43.1863 -0.0077 0.0029 -0.0042
Si 0 5.469 43.1863 -0.0069 0.0023 0.0025
Si 3.8672 5.469 43.1863 -0.0072 0.0035 0.0006
Si 7.7343 5.469 43.1863 -0.0061 0.0037 -0.003
Si 1.9336 6.8362 43.1863 -0.0088 0.0277 0.0123
Si 5.8008 6.8362 43.1863 -0.0067 -0.0002 -0.0053
Si 9.6679 6.8362 43.1863 -0.0065 0.006 0.0008
Si 1.9336 2.7345 41.2528 -0.0332 -0.0562 -0.0347
Si 5.8008 2.7345 41.2528 -0.0147 -0.0508 0.0152
Si 9.6679 2.7345 41.2528 -0.0365 -0.0528 -0.0117
Si 0 4.1018 41.2528 -0.0228 -0.056 0.0061
Si 3.8672 4.1018 41.2528 -0.0203 -0.0445 -0.011
Si 7.7343 4.1018 41.2528 -0.0345 -0.042 -0.0114
Si 1.9336 8.2035 41.2528 -0.0189 -0.0623 0.0812
Si 5.8008 8.2035 41.2528 -0.03 -0.0759 -0.059
Si 9.6679 8.2035 41.2528 -0.0314 -0.0682 -0.0117
Si 0 9.5708 41.2528 -0.0345 -0.0346 -0.0129
Si 3.8672 9.5708 41.2528 -0.0297 -0.0366 0.0089
Si 7.7343 9.5708 41.2528 -0.0233 -0.0514 0.0136
Si 0 0 2.8987 0.0081 0.0038 0.007
Si 3.8672 0 2.8987 0.0077 -0.0322 -0.0131
Si 7.7343 0 2.8987 0.0078 0.0045 0.0079
Si 1.9336 1.3673 2.8987 0.0087 0.006 -0.0064
Si 5.8008 1.3673 2.8987 0.007 0.0002 0
Si 9.6679 1.3673 2.8987 0.0071 -0.0061 0.004
Si 0 5.469 2.8987 0.0094 0.0054 0.0124
Si 3.8672 5.469 2.8987 0.0061 -0.0009 0.0046
Si 7.7343 5.469 2.8987 0.0104 -0.0045 0.0045
Si 1.9336 6.8362 2.8987 0.0097 0.0059 -0.0005
Si 5.8008 6.8362 2.8987 0.0075 0.007 -0.0065
Si 9.6679 6.8362 2.8987 0.0072 -0.0067 0.0022
Si 1.9336 2.7345 0.9651 0.0001 -0.0044 0.0039
Si 5.8008 2.7345 0.9651 0 -0.0057 0.0059
Si 9.6679 2.7345 0.9651 0.0002 -0.0008 0.0068
Si 0 4.1018 0.9651 0.0009 -0.0009 -0.0046
Si 3.8672 4.1018 0.9651 0.0002 0 -0.0048
Si 7.7343 4.1018 0.9651 -0.0009 0.0024 -0.0057
Si 1.9336 8.2035 0.9651 0.0029 -0.0122 0.0086
Si 5.8008 8.2035 0.9651 -0.0023 -0.002 0.0019
Si 9.6679 8.2035 0.9651 0.0004 0.0008 0.0063
Si 0 9.5708 0.9651 0.0016 -0.0007 -0.0012
Si 3.8672 9.5708 0.9651 -0.0014 0.0174 -0.0079
Si 7.7343 9.5708 0.9651 -0.0003 -0.0015 -0.0022
Si 0.0331 0.0176 6.7691 0.0002 -0.0598 -0.0052
Si 3.9011 0.0294 6.7407 -0.0053 -0.0417 -0.0063
Si 7.7698 0.0274 6.7689 -0.0022 -0.0634 -0.0133
Si 1.9635 1.3874 6.7699 -0.0038 0.0558 0.0038
Si 5.8364 1.3913 6.7754 -0.0018 0.058 0.0094
Si 9.705 1.3871 6.7793 -0.0017 0.0568 0.0029
Si 0.0264 5.4879 6.7702 -0.0042 -0.0574 -0.005
Si 3.9004 5.494 6.7639 0 -0.0592 -0.0077
Si 7.7707 5.4902 6.7612 0.0005 -0.0527 -0.0066
Si 1.9617 6.8491 6.7754 -0.0036 0.0568 0.0018
Si 5.8377 6.8537 6.7688 0.001 0.0547 0.009
Si 9.6994 6.86 6.7833 -0.0012 0.0639 0.0041
Si 1.9336 2.7345 4.8323 0.0174 0.0483 -0.0236
Si 5.8008 2.7345 4.8323 0.0373 0.0536 0.0011
Si 9.6679 2.7345 4.8323 0.0454 0.0346 0.031
Si 0 4.1018 4.8323 0.0148 0.0735 0.061
Si 3.8672 4.1018 4.8323 0.0387 0.0725 0.0547
Si 7.7343 4.1018 4.8323 0.0393 0.0662 0.0217
Si 1.9336 8.2035 4.8323 0.0176 0.0252 0.0409
Si 5.8008 8.2035 4.8323 0.0397 0.0433 -0.018
Si 9.6679 8.2035 4.8323 0.034 0.0385 0.0494
Si 0 9.5708 4.8323 0.0329 0.0705 0.0528
Si 3.8672 9.5708 4.8323 0.0339 0.0691 -0.0785
Si 7.7343 9.5708 4.8323 0.0334 0.0882 0.0849
Si -0.2034 -0.1057 31.5917 -0.0413 -0.0607 -0.0198
Si 3.699 0.0067 31.5616 -0.0089 -0.0616 -0.0264
Si 7.6535 -0.0843 31.6731 0.0568 -0.042 -0.0434
Si 1.7043 1.2756 31.5113 -0.0136 0.0613 -0.026
Si 5.7016 1.2537 31.6243 0.0801 0.0572 -0.0137
Si 9.4695 1.3669 31.6892 0.0008 0.0483 -0.0486
Si -0.0079 5.2857 31.4928 0.0203 -0.0101 -0.0604
Si 3.9476 5.2138 31.6277 0.0748 -0.0254 -0.094
Si 7.4841 5.5383 31.4611 -0.0923 -0.0994 0.0429
Si 1.9892 6.58 31.7153 0.071 0.0874 0.0394
Si 5.5442 6.9209 31.5769 -0.1408 0.0076 -0.072
Si 9.625 6.6122 31.5275 0.0654 0.0337 -0.0091
Si 1.8506 2.6059 33.499 -0.0568 -0.0479 -0.0123
Si 5.7846 2.6348 33.5629 0.0382 -0.0685 -0.0318
Si 9.5968 2.7789 33.5548 -0.0298 -0.0887 -0.0091
Si 11.5856 4.0466 33.5217 0.0338 0.0556 -0.0132
Si 3.8186 3.9165 33.5637 -0.0151 0.0756 0.0019
Si 7.6332 4.141 33.4677 -0.0581 0.06 -0.0381
Si 1.8412 8.0615 33.6034 0.0179 -0.0845 -0.0384
Si 5.6495 8.2171 33.5319 -0.0258 -0.0601 -0.0017
Si 9.5591 8.0248 33.4964 -0.0119 -0.0548 -0.0252
Si 11.4768 9.4269 33.5172 0.0012 0.1013 -0.0224
Si 3.7028 9.5526 33.525 -0.0229 0.0695 -0.0243
Si 7.6501 9.4445 33.5464 0.0542 0.06 -0.0046
Si 11.5167 -0.081 35.4302 0.0016 -0.04 0.0043
Si 3.79 -0.0397 35.4623 -0.0121 -0.0482 0.0059
Si 7.697 -0.0716 35.4519 0.0045 -0.0492 -0.0187
Si 1.8472 1.2856 35.4531 -0.0033 0.0427 0.0023
Si 5.762 1.2752 35.478 0.0076 0.0528 0.0147
Si 9.6034 1.33 35.4428 -0.0032 0.0475 0.0014
Si 11.5402 5.4196 35.4583 0.0044 -0.0443 0.002
Si 3.792 5.3956 35.4404 0.0045 -0.0439 0.001
Si 7.6419 5.4389 35.4431 -0.0039 -0.041 0.0139
Si 1.8666 6.7679 35.5431 0.0058 0.0396 0.004
Si 5.7007 6.7918 35.4316 0.0074 0.0373 0.0073
Si 9.5946 6.7591 35.4737 0.0097 0.0383 0.0151
Si 1.8761 2.6903 37.3728 0.0004 -0.0425 0.0036
Si 5.7572 2.6839 37.3882 0.0044 -0.0343 0.002
Si 9.617 2.6975 37.3817 -0.0089 -0.0408 0.0136
Si -0.0508 4.0574 37.3874 -0.0017 0.0382 0.0108
Si 3.8203 4.0466 37.3802 0.0011 0.0421 0.0227
Si 7.6779 4.0639 37.3735 -0.0022 0.0354 0.0155
Si 1.8913 8.1787 37.4279 0.0014 -0.0272 0.0048
Si 5.7511 8.1681 37.3722 -0.0083 -0.0398 0.01
Si 9.626 8.1561 37.3916 0.002 -0.0318 -0.0019
Si -0.0534 9.5326 37.3916 -0.0068 0.0373 0.0129
Si 3.8254 9.5398 37.3965 -0.0033 0.0295 0.0074
Si 7.6983 9.5221 37.3903 -0.0015 0.0347 0.0243
Si -0.0316 -0.0118 39.3147 -0.0013 -0.062 -0.0082
Si 3.8399 -0.0102 39.3191 0.0014 -0.0614 -0.0052
Si 7.706 -0.0193 39.3144 0.0042 -0.0654 -0.0106
Si 1.9038 1.3475 39.3216 -0.0007 0.0641 -0.0006
Si 5.7749 1.3444 39.3312 0.0044 0.0575 0.0009
Si 9.635 1.3486 39.3247 0.0022 0.0604 -0.0026
Si -0.0284 5.4509 39.314 0.0031 -0.0655 -0.0123
Si 3.8405 5.447 39.3082 0.0055 -0.0647 -0.0147
Si 7.7051 5.4489 39.3088 -0.0044 -0.0606 -0.0136
Si 1.9064 6.8101 39.3425 0.0068 0.0527 0.0016
Si 5.7733 6.8149 39.3173 -0.0021 0.0664 0.0016
Si 9.6401 6.8086 39.3292 -0.003 0.0616 0.0061
Si 1.9867 2.7892 8.6888 -0.0016 -0.0351 -0.0206
Si 5.8548 2.7875 8.7036 0.0004 -0.0332 -0.0218
Si 9.7225 2.769 8.7164 0.0025 -0.0325 -0.0167
Si 0.0474 4.149 8.7252 -0.0043 0.0351 -0.0097
Si 3.9212 4.1537 8.7131 0.0044 0.0359 -0.0016
Si 7.798 4.1442 8.7044 0.0105 0.035 -0.0064
Si 1.9886 8.2367 8.7042 0.0059 -0.0291 -0.0079
Si 5.8671 8.2528 8.6871 0.007 -0.0283 -0.0181
Si 9.7151 8.2548 8.7178 0.002 -0.0402 -0.0219
Si 0.0581 9.606 8.7175 0.0059 0.0312 -0.0168
Si 3.9183 9.6051 8.6569 -0.0054 0.0216 -0.0018
Si 7.791 9.6286 8.7224 -0.003 0.038 -0.0021
Si 11.6891 0.0705 10.6341 0.0051 -0.0441 0.0063
Si 3.9328 0.0596 10.5559 0.0125 -0.0389 -0.004
Si 7.7961 0.0693 10.6697 -0.0078 -0.0543 -0.0169
Si 2.0024 1.444 10.621 -0.0068 0.0545 0.0043
Si 5.8646 1.421 10.6295 0.0078 0.0435 0.0085
Si 9.7528 1.409 10.6578 0.0149 0.0501 -0.0164
Si 11.6687 5.5664 10.6428 -0.0133 -0.0467 -0.0053
Si 3.972 5.5531 10.639 -0.0059 -0.0411 -0.0057
Si 7.8408 5.518 10.6392 -0.0069 -0.0401 -0.0092
Si 2.0187 6.8992 10.6613 -0.0087 0.0374 -0.0172
Si 5.9101 6.8901 10.6127 -0.0144 0.0399 0.0038
Si 9.7496 6.9254 10.6745 -0.0075 0.0546 0.0038
Si 2.0048 2.961 12.4571 -0.0374 -0.0696 -0.0187
Si 5.9111 2.7654 12.5803 -0.0239 -0.0439 0.0119
Si 9.8329 2.7611 12.6013 0.0444 -0.0775 0.0194
Si 11.6524 4.2916 12.6227 -0.0331 0.0588 0.0231
Si 3.9852 4.1915 12.5678 0.0628 0.0489 0.0078
Si 7.8729 4.0959 12.5378 0.0117 0.0833 0.0088
Si 2.0011 8.2804 12.5933 -0.0203 -0.0845 0.0245
Si 5.8987 8.2167 12.5629 0.0224 -0.0619 0.0272
Si 9.775 8.3828 12.5747 0.0449 -0.0697 -0.0274
Si 11.7276 9.7241 12.6151 0.0261 0.0472 0.0052
Si 3.9744 9.6267 12.4559 0.0239 0.0928 0.0269
Si 7.8119 9.6455 12.6121 -0.0519 0.0609 0.006
Si 11.9698 0.1887 14.5588 0.0772 -0.0474 -0.0113
Si 3.9966 0.203 14.2758 -0.1176 -0.0569 0.0268
Si 7.9938 0.0355 14.5906 -0.0106 -0.0129 0.0623
Si 2.1483 1.6962 14.3778 -0.0179 -0.0068 0.1064
Si 6.0467 1.3773 14.5246 0.0127 0.0672 -0.0099
Si 9.9141 1.4154 14.605 -0.0287 0.0575 0.0199
Si 11.5014 5.6799 14.6261 -0.0728 -0.096 -0.0262
Si 3.8494 5.5232 14.5361 -0.0127 -0.0093 0.054
Si 7.933 5.4949 14.4327 0.1377 -0.023 0.0667
Si 1.9556 6.9346 14.5925 0.0399 0.0504 0.0333
Si 5.8886 6.7149 14.4427 0.023 0.082 -0.0339
Si 9.6419 7.1262 14.5436 -0.0427 0.0102 0.0872
O 3.7484 4.675 15.9701 -0.0026 -0.0322 -0.0067
O 6.0406 7.7377 15.744 -0.0173 -0.0078 0.0103
O 3.6232 10.0162 15.4426 0.0072 -0.0037 -0.0161
O 9.8225 2.3731 15.9671 0.0227 0.0204 -0.024
O 2.0854 2.5956 15.7976 0.0291 0.0287 -0.0094
O 9.5022 7.9355 16.0196 0.0009 0.0118 -0.0263
O 8.087 10.1622 16.0426 0.0074 -0.033 -0.0057
O 2.0879 7.9058 15.9484 -0.0244 0.0186 -0.0227
O 6.1364 2.4139 15.8346 -0.009 -0.0031 -0.0021
O 11.096 4.7176 15.9526 -0.0196 0.0049 -0.0201
O 8.3723 4.6137 15.7959 0.0031 -0.0223 -0.0095
O 0.9006 10.264 15.9152 -0.0061 -0.0155 -0.0298
O 4.9906 7.699 30.161 0.0104 0.0186 0.0458
O 9.1229 2.3284 30.3467 0.0364 0.0003 0.0047
O 11.4017 9.8421 30.2465 -0.0249 -0.0168 0.0148
O 4.3501 4.3858 30.1917 0.0086 -0.003 0.0391
O 3.7548 10.0373 30.162 -0.0167 -0.0302 0.0231
O 2.3257 7.8157 30.6498 0.0152 -0.0091 -0.0019
O 5.8088 2.163 30.234 -0.003 0.0154 0.0247
O 9.8374 7.6201 30.2401 -0.0052 0.0246 0.0022
O 1.5338 2.1707 30.1088 -0.0003 0.0186 0.0053
O 7.0595 4.5535 30.1782 -0.0244 -0.0116 0.0013
O 0.0067 4.3459 30.1084 0.0142 -0.0327 0.0044
O 7.9635 10.0191 30.2559 -0.0399 -0.0155 -0.0054
Si 3.5659 8.4608 29.8009 -0.015 0.0165 -0.0082
Si 0.542 5.3622 24.0978 -0.0017 -0.001 0.0001
Si 8.7066 8.9952 17.0015 -0.0093 0.0065 0.0038
Si 1.5579 7.9729 19.9196 0.0006 -0.0063 -0.0006
Si 3.6551 2.8672 25.0144 0.0033 -0.0018 0.0036
Si 9.605 9.4969 22.3462 0.0012 -0.0038 0.0003
Si 1.8622 4.6695 26.7651 0.0019 -0.0014 0.0007
Si 6.2813 9.428 26.4768 -0.0046 0.003 0.0055
Si 1.4524 5.1559 19.166 0.0036 0.0048 -0.0051
Si 6.101 4.8866 18.9678 0.003 0.0016 -0.0101
Si 0.5662 3.1101 29.1821 0.0024 -0.0041 0.0015
Si 9.7205 3.9361 16.4403 -0.0136 -0.0089 0.0066
Si 7.4801 1.0494 24.9405 0.0051 0.006 -0.0099
Si 1.8409 7.9533 22.9526 -0.0001 -0.002 -0.0034
Si 7.9713 4.9585 21.3912 0.0002 -0.0005 -0.0001
Si 1.0401 9.6255 25.4013 -0.0047 0.0031 0.0024
Si 5.8752 0.4075 19.5032 0.0071 -0.0014 -0.008
Si 3.3003 1.4065 20.7888 -0.0019 0.003 -0.0032
Si 7.1551 3.5748 26.9791 -0.0006 -0.0006 0.0079
Si 3.9908 9.9783 22.701 0.0011 -0.0065 -0.0022
Si 10.5372 0.5347 24.438 0.0003 -0.0001 0.0045
Si 9.3057 2.1776 28.7207 -0.0012 0.0051 -0.0022
Si 3.9323 9.0901 18.7414 0.0007 -0.0064 -0.0061
Si 5.5497 4.6642 23.2611 0.0017 -0.0004 0.0022
Si 3.7766 10.9195 25.7288 0.0004 0.0017 0.0089
Si 8.3464 10.1409 28.6707 -0.0094 -0.0068 -0.0017
Si 2.9658 3.5191 16.8239 0.0052 -0.0064 -0.0142
Si 10.3073 3.9961 19.5096 -0.0051 0.003 -0.0027
Si 0.9762 2.4995 23.3531 -0.0009 -0.0008 0.002
Si 0.4804 1.4879 20.3457 0.0023 -0.0002 -0.0011
Si 5.755 3.689 29.6583 0.0092 -0.012 -0.0151
Si 9.3709 6.7476 23.5203 -0.0015 0.001 0.0023
Si 10.751 8.6318 29.3594 -0.0102 -0.0171 0.0042
Si 5.7499 2.3662 17.416 0.002 -0.0019 -0.0036
Si 6.8792 10.8277 22.2137 0.002 0.0028 -0.0017
Si 10.6662 9.6831 19.458 -0.0022 -0.0039 -0.0028
Si 6.1114 7.4915 17.3494 -0.0081 0.0011 -0.0129
Si 2.3156 9.495 16.2642 0.0164 0.0008 -0.0013
Si 1.6533 7.6429 27.6925 -0.0024 -0.0007 -0.0013
Si 6.9084 6.4228 25.3981 -0.0017 0.0021 -0.0011
Si 3.7123 4.367 20.966 -0.0014 0.0025 0.001
O 4.1211 2.581 17.5101 0.0078 0.0173 -0.017
O 0.3569 8.7522 19.1625 -0.0258 0.0113 0.0241
O 4.6543 7.884 17.9477 -0.0148 0.0088 0.0006
O 4.7371 9.962 26.649 0.0086 0.0104 -0.0192
O 2.4411 2.3246 24.0556 -0.0013 0.0121 0.0076
O 3.1573 0.118 21.7843 0.0242 0.0108 -0.0016
O 4.099 1.5762 25.9323 -0.0166 -0.0061 -0.0228
O 1.9669 4.1969 17.939 0.0144 0.0084 0.0033
O 6.3056 0.9434 18.0241 -0.0101 0.0027 0.0052
O 5.882 3.5451 28.0305 0.0285 0.0042 0.0067
O 3.0084 8.3716 28.2659 -0.0145 -0.006 0.0016
O 6.3256 7.8326 26.0382 0.0142 0.001 -0.0059
O 1.825 6.7106 18.9195 0.0063 -0.0142 -0.0043
O 8.0182 9.7332 22.5389 0.0105 0.0198 -0.0069
O 2.1223 6.1012 27.4869 -0.0178 -0.0037 -0.0126
O 2.193 10.629 25.9868 0.0057 -0.008 -0.0157
O 7.0591 9.5377 27.8968 0.0067 0.0077 -0.0192
O 10.9241 2.2782 28.505 -0.0052 0.0149 0.0142
O 0.7605 4.0899 23.1054 0.0017 -0.0073 0.0264
O 0.693 4.8774 25.6478 0.0241 0.0024 -0.0065
O 5.8792 5.9407 24.2227 0.0177 -0.0197 0.0065
O 1.6341 6.537 23.7436 -0.0257 -0.0016 -0.0036
O 8.5411 3.3262 27.839 -0.0183 -0.0185 -0.0082
O 5.5205 9.9394 22.185 -0.0115 0.0102 0.0029
O 8.6068 6.2302 22.1765 0.003 -0.0157 0.0131
O 7.0345 2.3793 25.8261 0.0168 0.0031 0.0143
O 6.9833 10.5184 25.4753 -0.0166 -0.003 0.0064
O 1.2043 9.1822 23.8328 0.004 -0.0138 0.0134
O 3.3905 8.4519 22.742 -0.0083 0.0184 -0.0058
O 3.5171 2.8438 21.5309 -0.0061 -0.0038 -0.0063
O 4.6213 4.6539 19.631 0.0124 0.0032 0.0102
O 8.6694 0.7486 28.2438 0.0026 -0.007 0.0217
O 2.1942 4.7876 20.5757 0.0008 0.0021 -0.0238
O 2.015 1.4171 19.7665 0.0063 -0.0002 0.0221
O 7.4649 8.2869 17.8287 0.0127 0.0008 -0.0217
O 10.0105 8.2093 23.2419 -0.0167 -0.0021 -0.012
O 11.2078 10.4017 25.4864 0.0117 0.0137 -0.0255
O 7.0381 0.4596 20.6633 -0.0219 -0.0104 0.0053
O 3.1838 4.0911 25.9963 -0.0206 -0.0131 -0.0096
O 4.9241 3.428 24.1377 -0.0154 0.0179 -0.0037
O 8.3579 6.8134 24.7795 -0.0104 -0.0105 -0.0165
O 9.6899 9.2773 28.2974 -0.0091 0.0148 0.0219
O 6.5442 3.4691 18.3108 -0.0223 -0.0011 0.0022
O 11.2386 0.1989 19.8759 0.0043 -0.0104 -0.0016
O 9.1035 1.031 24.9947 -0.0056 -0.008 -0.0152
O 4.6714 1.3775 19.9474 -0.0011 -0.0227 -0.0008
O 0.7467 1.7139 21.9443 -0.0124 0.0195 0.0006
O 1.1425 8.2658 26.2796 0.0116 0.0057 -0.0021
O 11.4343 5.1812 19.4346 -0.0004 -0.0084 -0.0018
O 5.2219 -1.0527 19.3067 0.009 0.0225 0.002
O -0.1286 1.8625 24.3635 0.0048 -0.0145 -0.0147
O 10.6018 5.7884 23.9116 0.0015 0.0089 -0.0057
O 10.3909 10.7988 22.9438 -0.0184 -0.0124 0.0205
O 4.0831 10.5689 24.1896 -0.0145 -0.0041 0.0057
O 1.1273 7.7538 21.4877 0.0142 0.0095 0.01
O 9.7094 9.6392 18.1316 -0.0041 -0.0144 -0.0023
O 1.4469 3.6238 27.9259 -0.0061 0.0119 -0.0013
O 9.8598 9.1763 20.7762 0.0098 0.0071 0.0016
O 2.7932 9.79 17.7948 0.0042 -0.0106 -0.0157
O 9.2237 4.0986 20.7459 0.0019 0.0112 -0.0154
O 4.4061 5.1805 22.2006 0.0145 -0.0265 -0.0045
O 6.9506 1.0818 23.3608 0.0138 -0.0229 0.0053
O 6.1965 5.917 17.7224 0.0106 0.0092 0.0044
O 9.5574 3.969 18.062 0.0192 0.0009 0.0022
O 7.1009 5.4591 20.113 -0.0051 -0.0194 0.0073
O 7.1458 5.1082 26.3707 -0.0121 -0.0093 -0.0169
O 11.2013 2.6744 19.721 -0.0007 0.0078 0.007
O 0.3398 7.7737 28.6599 -0.0042 0.0159 -0.0009
O 6.9287 4.1985 22.4404 -0.0162 0.0311 -0.0042
O 3.0303 8.6744 20.0242 0.0038 -0.0069 -0.0026

Results
free energy: -193972.344 eV
free energy less fixed offsets of O -569.03, Si -635.61 eV per atom: -13.714 eV

The program warned: the cutoff lies below the one the program advises for these potential files; the exchange-correlation potential is rough where the density is thin.
